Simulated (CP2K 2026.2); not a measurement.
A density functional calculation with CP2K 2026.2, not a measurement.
Periodic cell of 509 atoms, Si360O149, from a study of silicon, its oxide and their interface. The atomic structure is a simulated model.
Doubt: the forces sum to 1.10 eV/angstrom along one axis rather than to zero, so they err by at least 0.0022 eV/angstrom per atom on average; the grid cutoff is modest.

Settings: functional PBE; method Gaussian and plane waves; basis set DZVP-MOLOPT-SR-GTH; pseudopotentials GTH-PBE; grid cutoff 300 Ry, relative cutoff 40 Ry; k points Gamma only; occupations fixed; spin none; net charge 0.

Cell vectors (angstrom)
a 16.32 0 0
b 0 16.32 0
c -0.0259 -6.2736 34.2852

Atoms and the computed forces on them: element, x, y, z (angstrom), force x, y, z (eV/angstrom)
Si -1.863 -1.206 -0.1 0.229 -0.081 0.683
Si 1.377 1.156 0.013 -0.09 0.229 0.704
Si -1.915 4.048 -0.253 -0.352 -0.308 0.405
Si 1.039 7.311 0.136 -0.171 0.227 0.585
Si -0.708 -7.349 0.14 0.113 -0.178 0.577
Si 1.824 -4.467 -0.012 -0.141 0.136 0.754
Si 3.765 -0.977 -0.164 0.342 -0.313 0.665
Si 6.452 1.715 0.199 -0.222 0.292 0.515
Si 4.666 3.438 0.06 0.204 -0.181 0.696
Si 7.186 6.378 0.162 0.276 -0.222 0.57
Si 4.087 9.695 0.084 0.086 -0.151 0.7
Si -9.116 -4.386 0.079 0.182 -0.193 0.454
Si -6.515 -1.669 0.521 0.214 -0.419 0.426
Si -4.093 0.978 0.127 -0.014 0.134 0.587
Si -7.264 4.721 0.108 -0.337 0.135 0.65
Si -3.767 6.578 0.081 -0.31 0.397 0.263
Si -7.514 -6.195 0.055 -0.042 -0.032 0.071
Si -4.829 -3.404 0.187 -0.149 -0.005 0.675
Si -0.171 -0.091 1.229 -0.041 -0.021 -0.016
Si 2.736 2.679 1.269 0.025 0.021 -0.065
Si 0.174 5.564 1.435 0.27 0.396 0.491
Si 2.82 8.188 1.368 -0.021 -0.006 -0.031
Si 0.135 -5.5 1.308 -0.011 0.003 -0.062
Si 2.795 -2.707 1.201 -0.012 0.022 -0.015
Si 5.345 0.02 1.349 -0.028 0.01 -0.028
Si -8.148 2.841 1.337 0.044 0.013 -0.08
Si 5.495 5.281 1.36 -0.023 -0.034 -0.067
Si -8.234 8.238 1.332 0.046 -0.026 -0.019
Si 5.516 -5.365 1.398 0.026 0.031 -0.044
Si -8.198 -2.819 1.565 -0.058 -0.023 -0.042
Si -5.403 -0.076 1.712 -0.005 0.011 -0.028
Si -2.924 2.649 1.304 0.019 -0.012 -0.062
Si -5.483 5.591 1.389 -0.007 -0.016 -0.043
Si -2.547 8.101 1.386 -0.004 0.019 -0.011
Si -5.626 -5.355 1.282 0.044 -0.02 -0.119
Si -2.887 -2.717 1.362 -0.01 -0.037 -0.084
Si -1.406 1.373 2.633 -0.001 -0.017 -0.01
Si 1.487 4.103 2.697 -0.059 -0.041 -0.046
Si -1.317 6.753 2.832 0.063 -0.005 -0.032
Si 1.455 9.53 2.775 -0.025 -0.033 0.011
Si -1.372 -4.118 2.564 0.059 0.025 -0.002
Si 1.289 -1.423 2.571 0.041 0.018 0.001
Si 3.99 1.326 2.753 0.034 0.034 -0.001
Si 6.831 4.062 2.834 -0.002 -0.029 0.005
Si 4.117 6.719 2.659 0.017 0.012 0
Si 6.747 -6.818 2.78 0.04 0.02 -0.025
Si 4.131 -3.98 2.692 -0.051 -0.01 0.017
Si -9.597 -1.341 2.709 -0.002 0.004 0.032
Si -6.835 1.438 2.74 -0.015 0.042 0.034
Si -4.183 4.083 2.689 -0.004 0.036 0.036
Si -6.787 6.979 2.74 -0.035 -0.022 0.015
Si -4.086 -6.765 2.534 -0.071 -0.061 0.004
Si -6.822 -4.138 2.905 0.04 -0.029 -0.02
Si -3.997 -1.397 2.963 -0.015 -0.067 0.011
Si -2.645 0.051 4.16 -0.006 0.027 -0.014
Si 0.014 2.73 3.976 0.005 -0.001 0.004
Si -2.756 5.392 4.077 -0.011 0.004 -0.008
Si 0.062 8.158 4.114 0.045 0.012 0.009
Si -2.728 -5.449 3.969 0.008 -0.016 0.004
Si -0.028 -2.76 3.985 -0.021 -0.011 0.015
Si 2.618 -0.06 4.033 0.02 -0.022 -0.006
Si 5.416 2.677 4.106 -0.024 -0.029 0.004
Si 2.784 5.433 4.103 -0.012 0.022 0.027
Si 5.403 -8.204 4.083 -0.05 0.003 0.021
Si 2.779 -5.378 4.076 0.005 -0.01 -0.002
Si 5.428 -2.677 4.126 0.016 -0.013 0.014
Si -8.205 0.029 4.052 0.025 -0.027 -0.027
Si -5.476 2.752 4.119 0.012 0.002 0.03
Si -8.132 5.521 4.085 -0.005 -0.027 -0.002
Si -5.384 8.256 4.068 0.051 0.04 0.013
Si -8.198 -5.504 4.182 0.007 0.037 -0.004
Si -5.438 -2.755 4.205 0.026 0.029 0.024
Si -1.304 -1.375 5.439 0.02 0.003 -0.009
Si 1.321 1.352 5.395 -0.002 0.012 -0.005
Si -1.352 4.051 5.399 0.009 -0.006 -0.004
Si 1.401 6.785 5.456 0.005 0.016 0.004
Si -1.366 9.529 5.391 -0.017 -0.003 -0.023
Si 1.347 -4.068 5.403 -0.022 0.005 -0.006
Si 4.019 -1.348 5.441 -0.015 0.003 0.006
Si 6.774 1.34 5.464 0.002 0.036 0.008
Si 4.104 4.065 5.469 0.012 0.018 0.022
Si 6.796 6.813 5.462 0.023 0.017 0.008
Si 4.082 -6.796 5.436 0.013 -0.013 0.006
Si -9.542 -4.073 5.47 -0.003 0.009 0.004
Si -6.833 -1.333 5.44 -0.027 -0.003 0.012
Si -4.082 1.384 5.455 -0.03 0.002 0.012
Si -6.809 4.131 5.461 -0.013 0.002 0.009
Si -4.076 6.815 5.416 -0.034 0.006 -0.003
Si -6.772 -6.803 5.497 0.017 -0.03 -0.002
Si -4.037 -4.13 5.459 -0.014 -0.016 -0.006
Si 0.018 -0.003 6.809 -0.004 -0.014 0.004
Si 2.701 2.703 6.777 0.002 -0.012 -0.005
Si 0.003 5.422 6.772 0.003 0.008 -0.005
Si 2.729 -8.151 6.81 -0.015 -0.004 0.003
Si -0.012 -5.432 6.767 0.006 -0.011 -0.003
Si 2.689 -2.72 6.8 0.009 0.004 -0.001
Si 5.401 -0.005 6.81 -0.002 -0.01 -0.001
Si 8.144 2.735 6.793 -0.01 -0.001 -0.008
Si 5.452 5.436 6.823 -0.01 -0.008 0
Si -8.149 -8.169 6.827 0.011 0.013 0.005
Si -10.886 -5.447 6.817 0.011 -0.012 -0.005
Si 8.147 -2.706 6.81 0.01 -0.004 0.008
Si -5.452 0.011 6.795 0.002 0.006 0.012
Si -2.706 2.727 6.802 0.006 -0.006 0.003
Si -5.434 5.471 6.807 -0.005 0.022 0.002
Si -2.708 8.166 6.777 0.001 -0.008 -0.006
Si -5.415 -5.444 6.839 0.002 0.01 0.01
Si -2.694 -2.729 6.79 -0.009 0.012 -0.004
Si -1.368 1.367 13.562 -0.006 0 -0.006
Si 1.352 4.09 13.595 0.016 -0.001 -0.002
Si -1.369 6.791 13.615 -0.016 0.036 -0.005
Si 1.391 -6.804 13.606 0.006 -0.003 -0.009
Si -1.347 -4.071 13.552 -0.006 -0.01 -0.01
Si 1.38 -1.337 13.583 -0.004 -0.002 0.003
Si 4.101 1.35 13.625 0.014 -0.016 -0.01
Si 6.817 4.079 13.605 -0.019 0.011 -0.004
Si 4.091 -9.478 13.61 -0.02 0.004 -0.006
Si -9.529 -6.802 13.608 -0.001 0.006 -0.003
Si 4.089 -4.081 13.599 0.01 -0.003 0
Si 6.778 -1.345 13.631 -0.018 0.017 -0.008
Si -6.797 1.364 13.611 0.014 -0.025 0.004
Si -4.082 4.072 13.577 -0.004 -0.008 -0.002
Si -6.816 6.777 13.593 0.004 0.001 -0.002
Si -4.081 9.49 13.598 0.039 -0.014 0
Si -6.821 -4.088 13.599 -0.008 0.005 -0.004
Si -4.111 -1.361 13.587 0 0.014 -0.002
Si -2.737 0.016 14.911 -0.008 -0.023 -0.01
Si -0.019 2.72 14.935 -0.028 0 -0.014
Si -2.738 5.409 14.962 0.01 -0.021 -0.001
Si 0.03 8.142 14.95 -0.008 -0.023 0.022
Si -2.703 -5.431 14.896 -0.006 0.004 -0.008
Si 0.008 -2.701 14.901 0.007 0.001 -0.003
Si 2.736 -0.006 14.989 0.023 -0.009 -0.007
Si 5.488 2.705 14.97 0.011 -0.01 0.001
Si 2.707 5.484 14.927 -0.008 0.022 -0.008
Si 5.447 -8.131 15.011 -0.016 -0.003 0.009
Si 2.758 -5.444 14.974 -0.023 -0.009 0.002
Si 5.411 -2.717 14.986 0.025 0.011 0.006
Si -8.187 0.039 14.978 0.014 0.011 0.018
Si -5.434 2.738 14.961 0.015 -0.003 -0.004
Si -8.159 5.428 14.99 0.017 0.004 -0.011
Si -5.453 8.112 14.951 -0.018 0.007 0.007
Si -8.176 -5.451 14.971 -0.005 -0.008 -0.005
Si -5.469 -2.731 14.954 0.011 0.016 0.002
Si -1.403 -1.386 16.235 -0.012 -0.001 -0.006
Si 1.316 1.347 16.285 0.015 0 0.05
Si -1.324 4.103 16.327 -0.012 0.013 0.002
Si 1.363 6.789 16.367 -0.008 0.006 -0.037
Si -1.325 -6.771 16.237 -0.001 0.004 -0.016
Si 1.401 -4.018 16.254 0.023 0.034 -0.019
Si 4.087 -1.358 16.399 -0.021 0.004 0.006
Si -9.476 1.408 16.431 0.022 0.005 -0.02
Si 4.092 4.113 16.203 -0.013 0.02 -0.023
Si -9.484 6.825 16.345 -0.003 -0.006 0.045
Si 4.08 -6.786 16.412 0.021 0.004 0.018
Si -9.563 -4.104 16.327 -0.014 -0.017 -0.014
Si -6.851 -1.359 16.29 -0.001 -0.02 -0.015
Si -4.01 1.431 16.292 -0.005 -0.022 0.023
Si -6.837 4.021 16.361 0.003 -0.032 -0.023
Si -4.183 6.672 16.324 0.004 0.004 0.04
Si -6.774 9.514 16.297 0.022 -0.002 -0.026
Si -4.074 -4.11 16.267 0.013 -0.035 -0.034
Si -0.074 -0.056 17.605 0.016 -0.007 -0.019
Si 2.691 2.807 17.514 -0.032 0.016 -0.017
Si 0.022 5.42 17.761 0.02 -0.029 -0.016
Si 2.692 8.153 17.747 -0.026 0.011 -0.026
Si 0.056 -5.365 17.569 -0.063 -0.034 0.039
Si 2.674 -2.707 17.756 -0.015 -0.008 -0.023
Si 5.487 0.012 17.734 0.002 -0.037 -0.005
Si -8.106 2.737 17.898 0.031 0.026 -0.006
Si 5.428 5.421 17.601 0 0.003 0.006
Si -8.076 8.177 17.704 -0.032 0.022 0.02
Si 5.421 -5.391 17.798 0.024 0.007 0.007
Si -8.205 -2.752 17.659 0.014 0.045 0.038
Si -5.438 0.054 17.513 0 0 -0.018
Si -2.627 2.765 17.729 -0.007 -0.023 -0.002
Si -5.535 5.279 17.814 -0.033 -0.023 0.038
Si -2.739 -8.207 17.432 0.02 0.045 -0.015
Si -5.38 -5.482 17.648 -0.016 0.011 -0.026
Si -2.734 -2.751 17.612 0.007 0.008 0.008
Si -1.25 1.354 19.054 0.04 0.035 0.005
Si 1.432 4.033 19.103 -0.056 0.022 0.038
Si -1.446 6.86 18.899 0.031 -0.004 0.061
Si 1.339 -6.699 19.016 -0.005 -0.046 0.014
Si -1.373 -4.114 18.953 0.003 -0.023 -0.023
Si 1.196 -1.38 19.058 0.008 -0.016 -0.009
Si 3.983 1.439 18.847 0 0.034 -0.027
Si -9.578 4.197 19.136 0.004 0.003 0.073
Si 4.096 6.735 19.012 0.015 -0.039 -0.01
Si -9.441 9.551 19.058 0.037 0.037 -0.029
Si 3.999 -4.037 19.192 0.02 0.007 0.003
Si 6.825 -1.384 19.127 0.005 0.038 0.014
Si -6.614 1.274 19.143 -0.007 -0.013 0.073
Si -4.054 3.952 19.202 0.029 -0.014 0.038
Si -6.877 6.74 19.191 -0.012 0.012 0.042
Si -4.045 -6.971 18.901 -0.049 -0.063 0.006
Si -6.693 -4.038 18.944 0.023 0.032 0.007
Si -4.069 -1.27 18.831 -0.008 -0.021 -0.023
Si -2.924 0.217 20.233 0.004 -0.028 0.022
Si 0.585 2.21 20.374 -0.02 -0.014 0.051
Si -3.095 5.861 20.24 -0.013 -0.005 0.01
Si -0.566 8.715 20.055 -0.189 0.129 -0.638
Si -2.315 -5.95 20.082 0.07 0.021 0.03
Si -0.222 -2.745 20.48 0.047 0.054 -0.023
Si 2.305 0.412 20.113 -0.143 -0.009 0.066
Si 5.13 2.92 20.267 0.077 -0.071 -0.647
Si 2.996 5.18 20.479 -0.289 0.458 -0.097
Si 4.065 -7.276 21.618 0.254 0.185 -0.689
Si 2.702 -5.502 20.564 0.035 -0.006 -0.087
Si 5.153 -2.417 20.508 0.05 -0.055 0.014
Si -7.538 -0.582 20.268 0.093 -0.194 -0.668
Si -4.709 1.951 20.491 0.152 -0.062 -0.686
Si -8.867 6.077 20.479 -0.069 0.033 0.036
Si -5.841 -6.86 22.269 0.062 0.001 -0.096
Si -7.943 -5.415 20.327 -0.101 -0.082 -0.654
Si -5.726 -2.25 20.156 -0.212 0.163 -0.454
Si -1.877 -1.414 21.705 -0.085 0.032 0.086
Si -0.251 2.741 22.542 0.327 -0.067 -0.613
Si -2.245 5.339 22.366 0.045 0.045 -0.678
Si 4.261 0.013 -5.895 0.054 -0.05 0.079
Si -3.614 -2.947 22.374 0.562 -0.171 -0.342
Si 1.144 -4.186 21.925 -0.011 0.006 -0.644
Si 1.726 -0.424 -4.907 0.06 0.125 0.111
Si -10.682 -4.563 26.376 -0.048 0.06 0.03
Si 4.708 5.701 24.493 0.067 -0.056 0.046
Si 2.478 6.477 22.446 0.093 -0.469 -0.583
Si -0.27 7.612 23.005 -0.016 0.058 0.003
Si 3.767 -0.704 21.577 0.054 0.084 0.127
Si -0.599 -0.276 23.34 -0.272 -0.352 -0.351
Si -7.941 -7.755 24.148 -0.069 -0.003 0.018
Si -7.762 -0.534 26.008 -0.144 0.02 -0.009
Si -4.897 -8.77 20.236 0.18 -0.125 -0.501
Si 6.521 -3.477 22.095 -0.455 0.311 -0.476
Si -3.141 -5.241 22.16 0.131 0.317 -0.605
Si -6.786 -6.756 -2.08 -0.41 0.341 0.579
Si -4.751 -4.114 -7.239 -0.112 0.071 0.014
Si 4.799 -2.779 -7.005 -0.069 -0.074 -0.044
Si -8.932 5.878 22.834 0.022 0.052 -0.622
Si 2.443 6.914 -2.586 -0.089 0.017 0.143
Si -6.745 -1.644 -7.351 0.022 0.02 0.032
Si 1.185 -7.106 -4.114 0.006 -0.05 -0.073
Si -7.361 -8.018 -4.699 0.011 0.039 0.124
Si -8.639 -2.899 -2.526 -0.031 0.001 0.099
Si -0.707 -5.92 23.972 0.021 -0.007 -0.097
Si -5.669 1.371 -2.563 -0.019 -0.024 0.162
Si 4.387 2.83 -2.871 -0.088 0.138 0.017
Si 3.903 -1.974 25.98 -0.046 -0.02 -0.061
Si 1.125 2.802 25.286 -0.019 -0.105 -0.123
Si 4.217 2.606 24.964 -0.118 0.048 -0.099
Si 1.09 -4.22 -2.976 0.055 -0.005 0.077
Si 0.69 -5.682 -6.522 0.042 -0.233 0.032
Si -8.661 -0.737 23.11 -0.128 0.062 -0.196
Si 2.278 -3.375 -5.491 0.104 -0.115 0.062
Si -4.273 7.996 -1.682 0.203 -0.24 0.453
Si -4.408 4.634 24.463 -0.016 -0.074 0.091
Si -5.572 1.32 -6.974 -0.025 -0.048 -0.071
Si -3.939 -2.861 -4.741 0.099 -0.037 0.075
Si 5.157 0.946 22.52 -0.344 -0.544 -0.313
Si -7.253 3.939 24.412 0.057 -0.049 0.007
Si -1.65 -3.207 -2.555 -0.024 -0.032 0.114
Si -1.038 -4.057 26.492 -0.02 -0.02 -0.022
Si -8.164 2.947 -6.904 0.017 -0.03 0.059
Si -2.935 7.072 -6.42 0.126 -0.052 0.015
Si -9.439 3.94 -4.21 0.063 0.045 -0.007
Si -6.511 4.197 -2.95 -0.018 -0.004 0.069
Si -5.231 1.976 23.689 0 0.051 -0.102
Si -8.173 -0.059 -1.724 -0.021 -0.078 0.206
Si -10.013 6.901 -4.592 0.112 0.005 0.073
Si -1.484 -6.978 -4.968 0.161 -0.092 0.012
Si -4.897 0.015 25.819 0.013 -0.103 -0.063
Si -0.176 2.712 -2.317 -0.073 -0.077 0.144
Si 5.281 7.665 -1.937 0.054 0.013 0.156
Si -4.809 6.599 -4.217 -0.014 -0.008 0.034
Si -2.21 -6.143 -2.138 0.089 -0.097 0.069
Si -8.673 -3.162 -5.64 0.117 0.085 0.071
Si 2.353 -1.596 23.2 0.343 0.325 -0.445
Si -10.598 6.842 -7.507 -0.021 -0.138 -0.101
Si 5.721 7.897 20.249 0.032 0.051 -0.017
Si -0.395 0.176 26.261 -0.041 0.031 -0.086
Si 1.258 4.175 -6.898 -0.043 0.03 0.003
Si 3.862 -0.229 -2.979 0.083 -0.151 -0.053
Si 1.877 4.233 -3.904 0.024 -0.063 -0.014
Si -7.307 -5.753 -6.85 0.115 0.048 -0.051
Si -1.016 1.016 -4.862 -0.017 0.118 -0.041
Si -10.541 -5.971 23.804 0.119 0.049 -0.042
Si -3.93 0.124 -4.73 -0.062 0.066 -0.077
Si -5.72 -3.928 -2.569 0.008 0.042 0.131
Si -3.897 -2.972 25.56 0.011 -0.075 0.079
Si -1.36 1.352 8.158 -0.017 -0.011 0.005
Si 1.357 4.072 8.147 -0.015 -0.003 -0.007
Si -1.349 6.797 8.133 0.001 -0.002 0.007
Si 1.347 -6.793 8.143 -0.005 -0.016 0.005
Si -1.349 -4.082 8.162 0.003 0.012 -0.008
Si 1.366 -1.354 8.179 0.013 0.021 0.009
Si 4.063 1.368 8.166 0.002 -0.005 0.003
Si 6.8 4.076 8.181 0.01 0.004 0.006
Si 4.085 6.803 8.169 0.015 0.028 -0.001
Si -9.51 -6.794 8.172 0.009 0.01 0
Si 4.062 -4.081 8.152 -0.027 -0.017 -0.001
Si 6.775 -1.359 8.164 -0.014 -0.008 0.001
Si -6.811 1.374 8.15 0.009 0.003 0.001
Si -4.069 4.096 8.148 0.016 0.005 0.001
Si -6.798 6.797 8.187 -0.012 -0.02 0.007
Si -4.064 -6.817 8.176 -0.018 0 -0.006
Si -6.795 -4.067 8.163 0.024 0.014 -0.004
Si -4.082 -1.368 8.138 0.002 -0.009 0.003
Si -2.726 -0.007 9.505 0.003 0.009 0.004
Si 0.003 2.719 9.514 0.014 -0.001 0
Si -2.713 5.451 9.506 -0.01 0.006 -0.001
Si 0.004 -8.166 9.506 -0.008 0.012 -0.006
Si -2.71 -5.443 9.526 0.003 -0.005 -0.001
Si 0 -2.719 9.525 -0.001 0 0.012
Si 2.725 0.004 9.534 0.001 -0.014 0.005
Si 5.43 2.723 9.533 -0.008 0.011 -0.003
Si 2.717 5.435 9.518 -0.006 -0.013 -0.004
Si -10.873 -8.158 9.525 0.004 -0.012 0
Si 2.71 -5.439 9.509 0.006 0.018 -0.003
Si 5.428 -2.728 9.519 0.004 0.001 -0.001
Si -8.175 0.009 9.51 -0.008 0 -0.007
Si -5.438 2.727 9.499 -0.003 -0.002 -0.002
Si -8.159 5.433 9.536 0.007 0.001 0.007
Si -5.437 -8.161 9.536 0.013 -0.001 0.006
Si -8.153 -5.43 9.528 0.004 0.004 0.004
Si -5.44 -2.714 9.523 -0.018 -0.008 0.002
Si -1.363 -1.354 10.874 -0.011 -0.003 -0.003
Si 1.371 1.375 10.883 0 -0.014 0.001
Si -1.363 4.083 10.863 -0.009 0.004 0.002
Si 1.36 -9.52 10.879 -0.004 0.017 0.003
Si -1.348 -6.81 10.878 0.005 -0.011 0
Si 1.364 -4.081 10.878 0.01 -0.006 0.003
Si 4.082 -1.365 10.884 0.002 0.007 -0.004
Si 6.797 1.362 10.889 0 -0.008 0.002
Si 4.078 4.088 10.897 0.005 -0.002 0.004
Si -9.525 -9.525 10.888 0.006 0.008 0
Si -12.236 -6.788 10.867 -0.011 0 -0.016
Si 6.8 -4.071 10.884 -0.013 0 -0.007
Si -6.818 -1.355 10.874 0.013 0.009 0.001
Si -4.093 1.353 10.858 0.004 -0.001 -0.009
Si -6.789 4.074 10.877 0 0.003 0.002
Si -4.071 6.798 10.879 -0.013 -0.008 0
Si -6.805 -6.803 10.89 0.008 0.002 -0.005
Si -4.086 -4.087 10.881 0.006 0.007 0.007
Si 0.009 0.012 12.223 0.015 0.018 -0.004
Si 2.732 2.722 12.265 -0.002 0.007 -0.005
Si -0.013 5.44 12.235 -0.008 -0.025 0.008
Si 2.734 -8.148 12.224 0.03 0.015 -0.006
Si 0.019 -5.455 12.234 -0.008 0.004 -0.003
Si 2.723 -2.725 12.24 -0.003 -0.001 -0.004
Si 5.436 -0.005 12.243 -0.011 -0.025 -0.002
Si 8.172 2.722 12.24 0.014 0.013 0.008
Si 5.44 5.447 12.263 -0.004 0.008 -0.003
Si -8.172 -8.168 12.248 -0.017 -0.019 -0.01
Si -10.874 -5.436 12.238 0.003 0.001 -0.009
Si 8.144 -2.704 12.255 0.003 0.003 -0.001
Si -5.46 0.004 12.228 -0.015 -0.013 -0.008
Si -2.733 2.716 12.206 -0.019 -0.018 -0.004
Si -5.437 5.44 12.231 0.031 0.016 -0.001
Si -2.71 8.151 12.238 -0.002 0.015 -0.011
Si -5.445 -5.451 12.251 -0.02 -0.011 0.011
Si -2.731 -2.71 12.227 0.017 0.007 0.006
O -0.495 4.552 0.327 0.429 -0.171 -0.037
O -5.009 2.097 22.096 -0.026 0.302 0.396
O -1.338 3.963 22.424 -0.308 0.033 -0.258
O 4.082 4.001 20.948 -0.19 -0.127 0.287
O -2.215 -5.785 23.396 -0.122 -0.224 0.335
O 0.292 -5.158 22.933 -0.07 -0.2 0.068
O 3.129 -1.59 24.617 0.342 0.069 -0.04
O -7.818 -0.212 21.842 0.297 0.71 0.374
O -10.509 1.963 21.418 0.252 0.183 -0.16
O -5.201 8.056 21.775 0.359 -0.185 0.291
O -6.953 -6.391 21.187 -0.058 -0.412 -0.044
O -5.042 -2.616 21.619 -0.129 0.026 0.321
O -3.903 1.027 26.583 -0.229 0.49 0.048
O 2.32 -3.762 -3.915 0.553 0.124 0.212
O -6.609 4.459 -1.365 0.211 -0.201 -0.141
O -1.481 -1.995 -1.487 0.501 0.003 -0.064
O -2.884 5.321 -0.545 -0.211 0.169 -0.447
O -7.203 -0.726 -0.629 0.153 0.37 -0.117
O 0.9 -5.806 -3.19 -0.083 -0.13 0.202
O -8.684 -4.368 21.328 -0.048 0.262 -0.065
O -6.85 2.147 -6.416 -0.112 0.197 0.565
O 4.961 -7.269 -1.15 0.413 0.205 -0.306
O 2.293 -0.455 -3.38 -0.683 -0.304 0.423
O -2.042 -4.576 -1.743 -0.181 0.052 0.508
O -7.716 -7.217 -3.325 -0.375 0.247 0.175
O -9.287 0.968 -1.161 -0.073 -0.023 -0.525
O -7.578 -2.001 -5.991 0.023 0.335 0.441
O -10.228 5.35 -4.2 -0.573 -0.04 0.076
O -0.837 -5.941 -6.034 -0.239 0.146 -0.242
O -5.988 4.951 24.287 -0.159 0.681 0.052
O -7.182 0.803 -2.66 -0.072 0.212 -0.44
O -10.615 7.9 -3.474 0.146 0.308 -0.257
O -8.032 4.088 -3.454 -0.228 -0.046 -0.13
O 0.195 -0.023 -4.976 -0.112 -0.199 0.11
O -4.708 0.357 -3.347 0.042 -0.44 0.011
O -7.096 -3.211 -2.131 0.164 0.052 0.479
O -8.42 7.091 -4.787 0.206 -0.316 0.082
O -9.091 -4.283 26.44 0.315 -0.39 -0.681
O -9.971 0.193 23.322 -0.215 -0.187 0.298
O 1.344 6.814 -1.406 -0.183 -0.412 -0.237
O 2.816 3.92 -7.207 0.15 -0.045 0.226
O -5.75 -5.319 -6.82 0.293 -0.365 0.189
O 0.604 1.694 -1.323 0.159 -0.164 -0.195
O 4.799 -0.715 26.41 -0.086 -0.065 0.194
O 4.303 1.883 23.521 -0.185 0.026 -0.311
O -7.875 -7.965 25.743 -0.566 -0.137 0.167
O 0.157 1.642 25.866 -0.095 -0.076 0.224
O -4.613 -3.561 -1.447 0.28 0.371 -0.425
O 2.721 0.547 -5.762 -0.168 0.377 -0.264
O 0.886 3.865 -2.687 0.159 0.237 0.42
O 1.862 -1.845 -5.618 -0.215 0.072 -0.405
O 2.686 2.435 25.448 0.098 -0.365 0.017
O -0.886 1.304 23.002 -0.559 0.018 0.088
O -4.667 -5.778 22.415 -0.057 0.22 0.072
O -5.277 -3.386 -4.005 -0.334 0.066 -0.355
O 3.717 -3.651 -6.165 0.136 -0.573 0.142
O 4.268 -1.205 -1.728 0.225 -0.644 -0.426
O 2.89 7.965 21.939 -0.489 -0.064 -0.032
O 2.263 5.779 -3.703 0.136 0.127 -0.541
O -2.945 -0.027 -0.501 0.038 0.093 -0.297
O 2.508 0.046 -0.399 -0.063 0.074 -0.047
O -6.762 2.442 24.016 -0.411 -0.408 0.104
O 0.805 3.125 23.726 0.346 0.203 -0.088
O 1.312 -3.855 -1.424 -0.212 0.494 -0.073
O -9.796 6.863 -1.272 0.21 -0.287 -0.566
O -0.32 -7.504 24.1 0.252 -0.116 0.676
O -4.221 -1.365 -5.267 -0.329 -0.014 -0.506
O -6.55 -7.072 23.695 0.305 0.495 0.2
O -4.255 3.017 24.478 0.356 -0.159 0.564
O -8.369 4.455 23.376 -0.072 -0.617 -0.027
O -4.381 -1.501 26.039 0.166 -0.032 0.684
O 1.661 -6.63 -5.601 0.511 -0.097 -0.102
O -6.384 0.188 26.45 -0.038 0.232 0.212
O -3.954 -2.916 23.96 0.031 -0.079 0.005
O 5.23 1.853 25.949 0.434 0.467 0.36
O -10.437 6.01 23.425 -0.241 0.237 -0.342
O -5.078 1.518 -1.06 -0.204 0.392 0.05
O 4.683 4.15 24.935 0.393 -0.149 0.5
O -5.853 7.727 -4.727 0.137 0.3 -0.409
O 4.853 6.683 25.773 0.328 0.401 0.005
O -1.533 6.431 -6.903 0.068 -0.297 0.293
O 4.62 -6.805 23.07 -0.227 -0.164 0.285
O -1.527 3.291 -1.636 -0.557 -0.087 -0.576
O -10.797 7.211 -5.955 -0.36 0.403 0.146
O -1.539 6.62 23.078 -0.251 0.168 0.353
O 0.256 -3.092 26.57 0.138 0.008 -0.184
O -8.891 -3.348 -4.047 -0.137 -0.231 0.181
O -4.927 0.49 24.256 0.207 -0.552 -0.563
O -8.184 -4.559 -6.253 -0.091 -0.153 0.137
O -3.613 5.147 23.184 -0.395 0.18 -0.105
O 5.149 1.235 -6.452 0.206 0.327 0.39
O -7.72 -2.037 26.561 0.204 -0.179 -0.129
O -2.607 -7.846 -5.706 -0.506 0.266 0.208
O -7.814 3.974 25.922 -0.505 -0.236 -0.006
O -10.486 -4.496 23.143 -0.239 0.059 0.073
O -0.643 2.047 -3.697 0.043 0.083 -0.055
O -2.377 -3.27 26.037 0.069 0.272 0.246
O 3.907 6.808 -1.903 -0.073 -0.681 -0.008
O -9.495 -3.748 -1.421 -0.529 0.083 -0.202
O -0.267 -3.434 -3.368 -0.024 -0.026 -0.711
O -5.676 5.361 -3.674 -0.181 0.038 -0.002
O -8.087 7.131 23.423 0.325 0.139 -0.435
O -6.075 -0.171 -7.362 0.103 -0.103 -0.312
O -7.741 -0.608 24.404 0.594 0.121 -0.054
O -9.077 -2.287 22.927 0.04 -0.278 0.67
O -3.57 -6.843 -1.587 -0.178 0.293 0.354
O -2.189 -6.198 -3.748 -0.041 0.175 -0.185
O 3.233 3.346 -3.879 0.16 -0.196 -0.385
O -3.904 5.4 25.79 0.441 0.253 -0.024
O 4.323 3.736 -1.525 0.046 0.395 -0.372
O 1.003 -0.656 23.244 0.047 0.258 -0.275
O 0.825 4.104 26.188 -0.248 0.492 -0.396
O 0.994 6.617 23.073 -0.153 -0.374 0.221
O 3.337 5.996 23.716 -0.188 -0.088 0.115
O -9.151 -6.782 23.698 -0.105 0.04 -0.548
O -5.692 2.836 -3.23 0.209 0.144 -0.157
O -5.906 -5.52 -2.663 0.526 0.079 -0.149
O -0.21 -7.944 21.6 0.389 0.266 -0.135
O 1.105 -4.162 -6.257 -0.357 0.372 -0.202
O -2.728 -2.866 -3.697 0.134 0.2 0.116
O -5.868 -8.049 -1.719 -0.425 -0.267 -0.019
O -9.061 0.256 26.521 0.052 0.081 0.033
O -3.779 6.145 -5.384 -0.247 -0.438 -0.189
O 4.355 -1.225 -6.933 -0.11 0.077 -0.586
O 0.886 5.663 -7.398 0.514 0.321 0.005
O 2.948 -5.582 -0.472 -0.04 -0.028 -0.307
O -8.914 -1.302 -2.456 -0.247 0.296 -0.416
O 4.105 1.291 -2.482 -0.251 -0.08 0.558
O -10.081 -2.838 -6.315 0.245 0.187 0.125
O -10.452 2.9 -3.511 0.301 -0.399 0.222
O -1.024 -6.997 -1.441 0.483 -0.026 -0.588
O -3.87 7.255 -3.068 0.384 -0.053 -0.16
O -4.906 -4.129 26.097 -0.203 -0.199 -0.452
O -4.449 1.187 -5.823 0.349 0.252 -0.127
O 4.876 -3.247 25.838 0.102 -0.036 -0.147
O 5.386 -5.773 25.345 -0.148 -0.468 0.212
O -1.267 1.678 -6.302 -0.198 0.36 -0.045
O -2.36 0.252 -4.448 0.133 -0.119 0.114
O -3.714 -3.791 -6.04 0.535 -0.274 0.098
O -7.545 -7.065 -5.971 0.014 -0.212 -0.049
O 2.286 -8.005 -3.381 0.114 0.4 -0.086
O -0.249 -7.859 -4.351 -0.107 -0.605 0.057
O 1.956 -3.145 22.892 0.3 -0.244 0.126
O -0.994 -0.504 24.908 -0.565 -0.259 0.163
O 4.698 -0.458 -4.377 0.757 -0.379 -0.111
O -0.68 -5.239 25.439 0.293 -0.243 0.125
O -9.113 3.428 -5.698 -0.361 -0.07 -0.065
O 1.095 4.014 -5.301 -0.418 -0.038 0.102
O -5.612 -2.782 -7.598 0.024 0.084 -0.041

Results
total energy: -103846.623 eV
total energy less fixed offsets of O -438.25, Si -107.07 eV per atom: -2.173 eV
